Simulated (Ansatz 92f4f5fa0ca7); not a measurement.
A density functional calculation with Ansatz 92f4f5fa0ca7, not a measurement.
Periodic cell of 208 atoms, Si128O80, from a study of silicon, its oxide and their interface. The atomic structure is a simulated model.
This geometry differs little from another in the collection (a relaxation step or a small displacement).

Settings: functional r2SCAN; potential files Ansatz PAW; basis plane waves; wave-function cutoff 800 eV; density cutoff ratio 5; exchange-correlation grid ratio 1; k mesh 1 x 1 x 1, shifted by 0.5 0.5 0 of a step; self-consistency stop 1e-10 eV per atom in the density residual; occupations fixed; spin none; net charge 0.

Cell vectors (angstrom)
a 10.88 0 0
b 0 10.88 0
c 4.2414 -0.728 30.927

Atoms: element, x, y, z (angstrom)
Si 1.0972 -1.1136 0.1233
Si 3.7632 1.6012 0.1823
Si 1.6304 3.8473 0.0983
Si 4.3388 -4.3845 0.0483
Si -3.8235 -1.6082 0.0894
Si -1.0681 1.1085 0.1144
Si 6.5592 4.2911 -0.0167
Si -1.6111 -3.7841 0.1421
Si 2.643 0.0251 1.474
Si 5.4226 2.7492 1.3652
Si 2.7719 -5.4736 1.4114
Si 5.4555 -2.7653 1.3596
Si -2.6827 -0.0237 1.3916
Si 0.0463 2.7023 1.415
Si 8.1173 5.4442 1.3468
Si -0.0388 -2.6698 1.4516
Si 1.3365 1.37 2.8638
Si 4.1009 4.069 2.8078
Si 1.3667 -4.0818 2.703
Si 4.0768 -1.3776 2.6979
Si 6.799 1.3623 2.6831
Si 9.5087 4.0836 2.688
Si 6.7885 6.7793 2.7771
Si -1.3717 -1.3412 2.8392
Si -0.0232 0.0095 4.1839
Si 2.7357 2.72 4.1556
Si -0.0033 -5.4411 4.0599
Si 2.7157 -2.7228 4.073
Si 5.4404 -0.0046 4.0516
Si 8.1506 2.7223 4.0601
Si 5.4405 5.4366 4.1435
Si 8.1471 -2.7355 4.1304
Si 1.3576 -1.3667 10.8344
Si 4.0625 1.3471 10.818
Si 1.3346 4.0591 10.8994
Si 4.0803 -4.081 10.8748
Si 6.8044 -1.3599 10.8866
Si -1.3528 1.3732 10.9082
Si 6.8342 4.0889 10.8557
Si -1.3857 -4.1008 10.8447
Si 2.6879 0.0205 12.1788
Si 5.4606 2.6897 12.1235
Si 2.7009 5.4394 12.212
Si 5.4458 -2.7249 12.2334
Si -2.7136 0.0052 12.2486
Si -0.0174 2.7242 12.3158
Si 8.1875 5.4286 12.2611
Si -0.0065 -2.749 12.1493
Si 1.3272 1.3216 13.6319
Si 4.0738 4.0214 13.4492
Si 1.3326 -4.0856 13.5569
Si 4.0808 -1.3188 13.5145
Si -4.0608 1.4041 13.57
Si -1.3136 4.114 13.7267
Si 6.7821 -4.0931 13.6002
Si -1.3346 -1.3935 13.5276
Si 0.2135 -0.3245 14.922
Si 2.9688 2.4865 14.8198
Si -0.1631 -5.141 15.0661
Si 2.4837 -2.4666 14.7563
Si 5.1966 0.2778 14.8094
Si -2.9951 3.0152 14.9392
Si 5.587 5.1466 14.7896
Si -2.451 -2.9627 14.8315
Si 2.5797 -3.6761 19.287
Si 7.2535 -3.9636 20.0171
Si 1.9494 3.9066 -7.1339
Si 3.7273 0.9394 19.5311
Si 8.0651 2.1673 17.9334
Si 4.6333 -1.4076 -6.694
Si -1.2649 -1.4664 -4.695
Si 1.4412 -1.0412 19.7921
Si 4.4221 3.7092 -5.7231
Si 2.1271 2.7794 17.759
Si -0.1812 5.3053 -2.0193
Si 4.2775 -3.9366 16.8641
Si 5.3418 -4.3837 -6.2237
Si 0.5974 5.2688 18.1787
Si -1.9845 4.3715 19.792
Si -2.674 -3.4978 -6.3565
Si 7.3933 -1.2598 -8.2241
Si 6.6955 -1.8875 22.0379
Si 2.9269 -2.5373 -2.0626
Si 5.9406 0.013 17.7991
Si 5.2744 0.7122 22.082
Si 6.9979 -2.5373 17.487
Si -1.1688 0.3193 -6.9248
Si 5.499 0.9311 -4.814
Si -2.3407 3.0101 -2.0919
Si 4.5053 4.687 -8.3097
Si 5.1011 -0.3082 -1.9844
Si 0.1494 -4.6669 -6.7528
Si -2.4529 1.1984 -4.6187
Si -0.2372 0.6092 17.8424
Si 0.8589 -3.5205 -4.0659
Si 4.6626 -3.9472 21.4273
Si 1.3673 -1.3739 5.4686
Si 4.0989 1.3383 5.4625
Si 1.3495 -6.7877 5.4527
Si 4.0614 -4.0748 5.4522
Si 6.7818 -1.3553 5.4436
Si 9.4844 1.3809 5.4726
Si 6.8089 4.0669 5.462
Si -1.3513 -4.0929 5.4556
Si 2.7276 -0.011 6.8157
Si 5.4477 2.7072 6.8208
Si 2.7083 -5.432 6.8106
Si 5.4264 -2.7182 6.7919
Si 8.136 0.0018 6.8109
Si -0.0097 2.7284 6.802
Si -2.7126 -5.4505 6.8131
Si 0.0021 -2.7311 6.8215
Si 1.352 1.3628 8.148
Si 4.0763 4.0853 8.1573
Si 1.3546 -4.0931 8.1793
Si 4.0832 -1.3762 8.1572
Si 6.7972 1.3511 8.1829
Si -1.3567 4.071 8.1644
Si 6.7914 -4.0728 8.1429
Si 9.5109 -1.353 8.1574
Si -0.0098 0.0129 9.5152
Si 2.7018 2.73 9.5041
Si -0.0085 -5.4615 9.5249
Si 2.7271 -2.7276 9.5088
Si 5.4349 -0.0248 9.5128
Si 8.1756 2.7106 9.5206
Si 5.4486 5.4453 9.5131
Si 8.1472 -2.7184 9.5062
O 0.8167 -1.7593 21.0946
O 1.3892 -1.3919 15.3266
O -2.7143 -2.706 -0.4326
O 4.7614 -5.2723 16.1104
O 5.448 5.4062 -0.5052
O -2.4545 2.5054 16.3844
O -1.7055 1.8343 -1.1972
O 2.7075 2.7146 -0.4151
O -1.4329 1.5236 -5.857
O 0.4333 -4.2314 -8.2731
O 4.7743 5.2626 -5.2959
O 0.0155 -0.0039 -0.4325
O 3.5844 -3.7791 -1.2691
O 0.2409 -0.5868 18.805
O 5.7106 -4.3859 20.2639
O 2.3842 0.2424 20.1083
O -0.4987 0.1069 16.3188
O -0.8217 -4.3855 -1.147
O 7.0109 0.9428 -5.3567
O 0.3516 -4.8962 -3.3838
O -1.8905 -0.1789 -3.9261
O 4.0777 -1.4724 -2.419
O 0.5979 4.6659 -6.712
O 6.9027 -1.1682 18.3323
O 4.7677 -2.8735 -5.9697
O 2.2758 -3.074 -3.4431
O 1.7753 -1.8336 -1.176
O 5.7835 -0.2691 16.2121
O 4.534 -0.0851 18.5668
O -2.647 2.374 -3.5477
O -2.5802 -0.0973 -7.5874
O 7.9389 -2.2783 16.2135
O -1.423 -4.5053 -6.4602
O 7.9896 -2.7023 -7.7639
O 4.0734 1.3705 15.2584
O 7.9265 3.4703 18.8671
O 5.053 -4.7563 -7.7873
O -0.1983 -2.303 -3.8307
O 3.1787 -3.8923 20.7755
O 4.6373 -0.1583 -5.657
O 3.6564 -4.3303 18.279
O 8.1867 -5.2016 20.3927
O 5.529 -2.945 16.9686
O -1.3617 -4.0709 15.3174
O -1.6075 1.219 18.4386
O 6.387 -0.9319 -1.2391
O 6.6326 1.4416 18.0308
O 5.8534 -1.1871 -7.744
O 5.2004 -2.5325 22.0087
O 3.2179 -1.3485 -7.484
O -1.5737 3.5768 21.1439
O 1.0289 4.5772 -1.2375
O 7.2115 3.5982 -1.364
O 6.7214 4.1005 15.3146
O 0.9007 1.7419 17.7678
O 7.5767 -2.6506 20.9013
O 2.3966 -2.0975 19.024
O 1.1209 -4.3115 18.9757
O 3.1116 -3.1948 16.0497
O 5.5927 0.4631 -3.2922
O 2.4781 3.1393 16.2197
O -0.5647 -0.9324 -6.0745
O 2.8048 3.6197 -5.7922
O -1.3055 4.2104 -2.3538
O 6.4627 -0.3235 21.6978
O 4.6856 1.4008 20.7386
O 0.9949 -3.8077 -5.6645
O 7.5632 -3.6887 18.4496
O 2.8745 4.74 -8.1978
O 1.6122 2.5198 -7.8417
O 3.3647 2.2041 18.5986
O 6.9294 -4.3888 -5.9879
O 5.0008 3.5508 -7.2519
O 0.4229 -5.4449 16.5622
O -0.1751 0.697 -8.1057
O 4.9347 2.4605 -4.854
O -0.7796 4.7905 18.827
O 4.3727 0.7959 -1.0836
O -2.4784 -2.4421 -5.1467
O 1.7076 4.1478 18.4627

Results
free energy: -127505.243 eV
free energy less fixed offsets of O -570.45, Si -639.56 eV per atom: -5.563 eV

Forces (eV/angstrom), in the order of the atoms: element, x, y, z
Si 0.0162 -0.0202 -0.1075
Si 0.0162 -0.0266 -0.1033
Si -0.0178 0.0185 -0.1004
Si -0.0205 0.0152 -0.1074
Si -0.0176 0.0175 -0.1065
Si -0.0183 0.0165 -0.1057
Si 0.0179 -0.019 -0.1095
Si 0.0182 -0.0138 -0.1026
Si -0.0051 -0.0015 0.0045
Si -0.0015 0.0014 0.0066
Si 0.0004 -0.0013 0.0052
Si -0.0001 -0.0025 0.0086
Si 0.0003 -0.002 0.0045
Si 0.0026 -0.0022 0.0067
Si -0.0034 0.0003 0.0084
Si 0.0011 0.0027 0.0059
Si -0.0027 0.0005 -0.0025
Si -0.0016 -0.0009 -0.0033
Si -0.0016 -0.0004 -0.0016
Si -0.0002 -0.0026 -0.0025
Si -0.0017 -0.0003 0.0002
Si -0.0024 0.0003 -0.0017
Si -0.0009 0.0001 -0.0009
Si -0.0001 0.0011 -0.0038
Si -0.0003 -0.0023 0.0021
Si -0.0008 0.0001 0.0016
Si -0.0022 0 0.0012
Si -0.0008 -0.0008 0.0022
Si -0.0015 0.0002 0.0011
Si -0.001 -0.0005 0.0015
Si -0.0014 0.0005 0.0027
Si -0.0008 -0.0008 0.003
Si -0.001 -0.0009 0.0004
Si 0.0001 0.0005 0.0003
Si -0.0006 0.0008 0.0009
Si -0.0005 -0.0002 0.0007
Si 0.0001 -0.001 0.0006
Si -0.0017 -0.0014 0.0008
Si -0.0009 -0.0007 -0.0009
Si -0.0009 -0.0006 -0.0005
Si -0.0007 -0.0004 0.004
Si -0.0016 -0.0009 0.0027
Si -0.0025 -0.002 -0.0011
Si 0.0006 -0.0016 0.0007
Si 0.0004 0.0003 -0.0005
Si 0 -0.0007 0
Si -0.0005 0 0.0026
Si 0.0008 -0.0011 0.0027
Si -0.0049 0.0022 0.0091
Si -0.0028 0.0004 0.0054
Si 0.0004 -0.0003 0.0053
Si 0.0005 -0.0046 0.0091
Si 0.0023 -0.0045 0.0086
Si 0.0024 -0.0051 0.0077
Si -0.0048 0.0024 0.0092
Si -0.0012 0.0022 0.0063
Si 0.022 -0.0154 -0.1177
Si 0.0134 -0.0173 -0.1136
Si -0.0249 0.0073 -0.1341
Si -0.0129 0.0175 -0.0887
Si -0.0185 0.0137 -0.1132
Si -0.0178 0.0203 -0.1186
Si 0.0179 -0.0114 -0.0918
Si 0.0152 -0.0193 -0.1108
Si -0.0174 -0.0469 -0.2594
Si 0.033 -0.0207 -0.2626
Si 0.0044 -0.0321 -0.2171
Si -0.0247 0.0079 -0.2729
Si 0.014 -0.0305 -0.2379
Si -0.0325 -0.0323 -0.2549
Si -0.0273 -0.0046 -0.2361
Si 0.0088 0.057 -0.2747
Si -0.0309 0.0454 -0.224
Si -0.016 0.027 -0.2253
Si 0 0.0196 -0.2447
Si 0.0017 -0.001 -0.2333
Si -0.0095 0.0008 -0.1986
Si 0.0297 -0.0107 -0.2509
Si 0.0103 0.0006 -0.2992
Si -0.0161 -0.0113 -0.219
Si 0.0059 0.0188 -0.2986
Si -0.0174 -0.0266 -0.2555
Si -0.0117 -0.0027 -0.2462
Si 0.0374 -0.0108 -0.2347
Si 0.0062 0.0162 -0.2808
Si -0.0126 0.0391 -0.248
Si 0.0189 -0.0078 -0.2927
Si -0.0554 0.0207 -0.2791
Si 0.0032 -0.0177 -0.2567
Si 0.0225 -0.0016 -0.3038
Si 0.0088 0.0341 -0.2674
Si -0.0088 -0.0351 -0.2888
Si 0.0311 -0.064 -0.2648
Si -0.027 0.0245 -0.2344
Si -0.0517 0.0363 -0.2904
Si -0.0223 0.0363 -0.2879
Si -0.0007 -0.0017 0.0005
Si -0.0013 -0.0018 0.0009
Si -0.0014 0.0017 0.0017
Si -0.0014 0.0007 0.001
Si -0.0015 0.0001 0.0018
Si -0.002 0.0012 0.0002
Si -0.0006 -0.0012 0.001
Si -0.0004 -0.0017 0.0014
Si -0.0008 -0.0005 0.0002
Si -0.0008 0.0001 -0.0001
Si -0.001 -0.0009 -0.0003
Si 0.0002 -0.0003 0.0003
Si -0.001 -0.001 -0.0004
Si 0 0 -0.0001
Si -0.0007 -0.0001 0.0001
Si -0.0007 -0.001 0.0001
Si -0.0012 -0.0005 0.0016
Si 0 0.0005 0.0017
Si -0.0005 -0.0012 0.0022
Si -0.0007 -0.001 0.0017
Si 0.0002 -0.0006 0.0022
Si -0.0006 -0.0012 0.0016
Si -0.0011 -0.0007 0.002
Si -0.0009 -0.001 0.0016
Si -0.0003 -0.0005 0.0023
Si -0.0008 -0.0002 0.002
Si -0.0006 -0.0007 0.0019
Si -0.0004 -0.0007 0.0016
Si 0 -0.001 0.0016
Si -0.0005 0.0003 0.0016
Si -0.0011 -0.0012 0.0018
Si 0 0 0.0021
O -0.0357 -0.0472 0.2378
O -0.003 0.0003 0.0504
O -0.0021 -0.0012 0.0553
O -0.0336 0.0492 0.1157
O -0.001 -0.0001 0.0528
O 0.0041 -0.031 0.1859
O 0.0376 -0.0454 0.1358
O -0.0024 0.0002 0.0496
O -0.0469 0.0306 0.1556
O -0.0116 -0.0572 0.2042
O 0.0007 -0.0104 0.0894
O 0.001 -0.0005 0.0548
O 0.0425 -0.049 0.1281
O 0.0574 -0.0583 0.1417
O -0.0333 0.005 0.1264
O -0.0052 -0.0177 0.0879
O -0.0106 0.0314 0.1778
O -0.0491 0.0421 0.1289
O 0.0158 0.0118 0.0977
O -0.0269 -0.0663 0.1616
O -0.0149 0.0236 0.104
O -0.0062 -0.0044 0.0948
O -0.0225 0.0291 0.0848
O -0.0037 0.0016 0.0879
O 0.0008 -0.0103 0.0819
O 0.0629 0.0284 0.154
O -0.047 0.0426 0.1317
O 0.023 -0.0023 0.1793
O -0.0546 0.0223 0.1224
O 0.0048 0.0785 0.1831
O 0.051 0.0284 0.1219
O -0.0514 0.01 0.1569
O -0.0113 0.0104 0.0894
O 0.0152 -0.0445 0.1338
O 0.0009 -0.0018 0.0613
O 0.0191 0.0638 0.1315
O 0.0237 0.0361 0.142
O 0.0496 -0.0377 0.1031
O 0.0671 -0.0057 0.1623
O 0.0357 0.0825 0.1495
O -0.0403 0.0183 0.1533
O -0.0117 0.0113 0.0887
O 0.02 0.0024 0.0949
O 0.003 -0.0004 0.0506
O -0.0009 0.0048 0.08
O 0.0469 -0.0387 0.1252
O -0.007 0.0009 0.0773
O -0.0447 -0.0044 0.1185
O 0.0037 0.0071 0.0795
O 0.0801 -0.0026 0.149
O -0.0132 -0.0132 0.2139
O 0.0464 -0.0457 0.1221
O -0.0509 0.0405 0.1257
O 0.0054 -0.0076 0.0494
O 0.0005 -0.0103 0.0696
O -0.0252 0.0523 0.1442
O -0.0147 0.0201 0.0941
O 0.0313 0.0427 0.0961
O 0.051 -0.0416 0.1316
O -0.0227 -0.0645 0.2269
O -0.0281 0.0058 0.1723
O -0.0086 -0.0383 0.1483
O 0.0351 -0.0111 0.1102
O 0.0033 0.0029 0.0866
O -0.0042 -0.0017 0.0857
O 0.0637 -0.009 0.1946
O 0.0276 0.0438 0.1973
O -0.012 -0.0541 0.181
O -0.0244 -0.0154 0.1108
O 0.0262 0.065 0.117
O 0.0424 -0.0528 0.1272
O 0.0162 0.0002 0.0704
O -0.0014 -0.0311 0.1551
O 0.0313 -0.0183 0.2015
O -0.0719 -0.0298 0.1545
O 0.0348 -0.0686 0.1024
O -0.0742 -0.0182 0.1219
O -0.0408 0.048 0.1279
O 0.0347 0.0464 0.1203
O -0.0075 0.0159 0.0764

The program warned: the cutoff lies below the one the program advises for these potential files; the forces do not sum to zero within the program's tolerance; empty levels may hold ghost states of the PAW files; the exchange-correlation potential is rough where the density is thin.
